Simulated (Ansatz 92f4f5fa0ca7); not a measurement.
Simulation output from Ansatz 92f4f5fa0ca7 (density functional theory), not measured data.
Periodic cell of 224 atoms, Si133O89H1N1, from a study of silicon, its oxide and their interface. The atomic structure is a simulated model.
Doubt: the cutoff is far below the 930 eV that the study's wrapper takes by default for these files, so forces and energies are approximate.
This geometry differs little from another in the collection (a relaxation step or a small displacement).

Settings: functional PBE; potential files Ansatz PAW; basis plane waves; wave-function cutoff 580 eV; density cutoff ratio 5; exchange-correlation grid ratio 1; k mesh 1 x 1 x 1, Gamma-centred; self-consistency stop 5e-08 eV per atom in the density residual; occupations fixed; spin none; net charge 0.

Cell vectors (angstrom)
a	10.938	0	0
b	0	10.938	0
c	0	0	32.3234

Atoms and the computed forces on them: element, x, y, z (angstrom), force x, y, z (eV/angstrom)
Si	0.1783	-0.1649	24.9168	-0.0042	0.0036	0.0033
Si	5.369	0.1418	24.7945	-0.0049	0.0064	-0.0046
Si	3.0962	2.3749	24.8143	0.0063	-0.0073	-0.0011
Si	8.0347	3.0308	24.8548	-0.0078	0.0074	-0.0008
Si	-0.2367	5.8088	24.7058	-0.0005	-0.0001	0.0022
Si	5.7951	5.2374	25.0485	0.0062	-0.0017	-0.006
Si	2.4406	8.5564	24.8483	-0.0003	0.001	0.0001
Si	8.4983	8.0905	24.8986	-0.0036	0.0032	-0.0005
Si	1.4248	1.3825	26.1687	-0.0004	-0.0017	-0.0028
Si	6.9023	1.3657	26.1236	0.0018	0.0001	-0.001
Si	4.1315	4.041	26.1701	0.0011	-0.0042	-0.0002
Si	9.6415	4.1759	26.1173	0.0004	-0.0025	-0.0011
Si	1.3784	6.8591	26.1017	-0.0016	0.0001	-0.0007
Si	6.9329	6.8803	26.2381	-0.0001	-0.0007	-0.0011
Si	4.1322	9.5766	26.145	0.0018	-0.0015	0
Si	9.6274	9.5872	26.2769	-0.0001	0.0009	-0.0022
Si	2.7562	-0.0109	27.55	0.0011	0.0027	0.0006
Si	8.207	0.0067	27.5484	-0.0008	0.0002	-0.0032
Si	0.0204	2.7519	27.5026	-0.0002	0.0022	-0.0019
Si	5.499	2.6896	27.5464	-0.0008	0.0005	-0.0014
Si	2.7369	5.4549	27.4884	-0.0007	0.0013	-0.0001
Si	8.2598	5.4673	27.5674	-0.0027	-0.0001	0.0007
Si	0.0358	8.1689	27.573	0.0006	-0.0003	-0.0012
Si	5.4711	8.1991	27.5334	0.0002	0.0015	-0.0009
Si	4.1018	1.3673	28.9051	0.0818	-0.1175	0.1913
Si	9.5708	1.3673	28.9051	0.1023	0.1877	-0.1555
Si	1.3673	4.1018	28.9051	0.0122	0.1109	-0.1685
Si	6.8362	4.1018	28.9051	0.1299	-0.0646	-0.0338
Si	4.1018	6.8362	28.9051	-0.0916	-0.1279	-0.2206
Si	9.5708	6.8362	28.9051	0.2356	-0.0429	0.4473
Si	1.3673	9.5708	28.9051	0.2073	-0.0732	0.1716
Si	6.8362	9.5708	28.9051	-0.1196	0.0781	-0.0114
Si	0	0	30.2724	0.0271	0.0228	-0.0363
Si	5.469	0	30.2724	-0.0344	0.0041	0.0215
Si	2.7345	2.7345	30.2724	0.0457	0.0329	-0.0485
Si	8.2035	2.7345	30.2724	0.0198	0.0627	0.0061
Si	0	5.469	30.2724	0.0046	0.0779	0.0297
Si	5.469	5.469	30.2724	-0.0134	-0.0107	-0.0414
Si	2.7345	8.2035	30.2724	-0.0387	0.0487	0.0225
Si	8.2035	8.2035	30.2724	0.027	-0.0031	-0.029
Si	1.3673	1.3673	31.6396	0.0087	-0.0135	-0.0177
Si	6.8362	1.3673	31.6396	0.0208	-0.033	-0.0282
Si	4.1018	4.1018	31.6396	-0.0137	-0.0215	-0.0089
Si	9.5708	4.1018	31.6396	-0.0087	-0.026	-0.0269
Si	1.3673	6.8362	31.6396	0.0064	-0.065	-0.0206
Si	6.8362	6.8362	31.6396	0.0069	0.0028	-0.0137
Si	4.1018	9.5708	31.6396	0.0541	0.0063	-0.016
Si	9.5708	9.5708	31.6396	-0.01	0.0158	-0.0085
Si	2.7345	0	0.6835	0.0003	-0.0414	0.0015
Si	8.2035	0	0.6835	-0.0582	0.0659	-0.0016
Si	0	2.7345	0.6835	-0.02	0.0222	0.0397
Si	5.469	2.7345	0.6835	-0.0219	0.0439	0.0254
Si	2.7345	5.469	0.6835	-0.0379	0.0713	-0.0019
Si	8.2035	5.469	0.6835	0.0558	-0.0171	0.0027
Si	0	8.2035	0.6835	0.0402	-0.007	0.0246
Si	5.469	8.2035	0.6835	-0.0188	-0.0014	0.0503
Si	4.1018	1.3673	2.0507	-0.0416	-0.0507	0.0038
Si	9.5708	1.3673	2.0507	-0.0433	-0.1279	0.0303
Si	1.3673	4.1018	2.0507	0.1107	0.0131	0.0147
Si	6.8362	4.1018	2.0507	-0.0143	-0.038	0.0134
Si	4.1018	6.8362	2.0507	-0.0365	-0.1289	0.0292
Si	9.5708	6.8362	2.0507	-0.12	-0.0786	-0.0253
Si	1.3673	9.5708	2.0507	-0.0278	0.0922	-0.0368
Si	6.8362	9.5708	2.0507	0.1549	0.0793	0.016
Si	0	0	3.418	-0.0271	-0.4684	-0.5391
Si	5.469	0	3.418	-0.0874	0.0613	0.0043
Si	2.7345	2.7345	3.418	-0.0261	0.1976	-0.1354
Si	8.2035	2.7345	3.418	-0.275	0.0551	-0.018
Si	0	5.469	3.418	0.0182	0.2373	0.1407
Si	5.469	5.469	3.418	-0.1894	0.0454	0.1475
Si	2.7345	8.2035	3.418	-0.0636	-0.0264	0.2906
Si	8.2035	8.2035	3.418	0.1056	-0.0281	-0.1208
Si	1.3049	1.385	4.7038	-0.0039	0.0004	-0.0019
Si	6.8145	1.3665	4.7966	-0.0016	0.0025	0.0012
Si	4.084	4.0978	4.8162	0.0014	0.0025	-0.0039
Si	9.5075	4.1541	4.7611	-0.0006	-0.0028	0.001
Si	1.3447	6.8595	4.8426	-0.0005	0.0005	0.0053
Si	6.763	6.9228	4.7784	-0.0005	-0.0014	-0.0019
Si	4.0999	9.585	4.8026	-0.0002	0.0004	0.0039
Si	9.673	9.4722	4.7708	0.0009	0.0002	0.0019
Si	2.6933	0.0594	6.046	-0.0004	-0.0025	-0.0039
Si	8.1958	-0.1389	5.9726	0.0028	-0.0034	0
Si	-0.1716	2.6511	6.035	0.0012	-0.0027	0.0027
Si	5.4621	2.7254	6.2342	-0.0035	0.0001	0.0036
Si	2.6518	5.4512	6.1978	-0.0005	0.0019	0.0036
Si	8.1606	5.5786	6.0918	-0.0009	0.0025	0.0021
Si	0.0576	8.1932	6.37	-0.0026	-0.0042	0.007
Si	5.411	8.2564	6.2763	-0.0007	-0.0013	-0.0011
Si	3.7377	1.6143	7.4416	0.0045	0.0026	0.0042
Si	9.621	1.033	7.3688	-0.0044	0.0001	0.0009
Si	1.4023	3.7471	7.3052	-0.0028	0.0022	-0.0014
Si	6.5625	4.4701	7.3887	-0.0022	0.002	0.0006
Si	4.2178	6.6458	7.5399	-0.0004	-0.003	0.0007
Si	9.2943	7.0012	7.612	-0.0042	0.0064	0.0024
Si	1.2107	9.9862	7.5477	0.0082	0.0014	0.0044
Si	7.1486	9.3621	7.4917	0.0042	-0.0011	0.0084
O	9.5358	6.9255	24.3715	0.0034	-0.0025	0.005
O	4.239	1.2664	24.3815	-0.0004	-0.0004	0.0095
O	8.1752	8.1692	8.0794	0.0004	-0.0018	-0.0122
O	2.6446	2.7919	7.8048	0.0055	-0.0049	-0.0042
O	6.8639	4.1261	24.4284	0.0005	-0.0009	0.0118
O	1.2942	9.6673	24.4103	0.004	-0.0046	0.0016
O	3.6737	7.2488	8.9977	-0.0009	-0.0008	-0.0033
O	-0.048	0.089	7.7954	-0.0034	0.0039	-0.0008
O	5.3965	5.5396	7.8736	0.0009	-0.0001	-0.0043
O	6.7795	10.3943	8.7538	-0.0022	-0.0083	-0.006
O	9.6719	6.0005	8.8995	-0.0035	0.0007	-0.0057
N	1.9147	9.9151	9.1692	-0.0108	-0.0021	-0.0071
O	3.9457	0.8797	8.9216	-0.0005	0.0028	-0.0066
O	0.4222	3.9446	8.6203	-0.0033	-0.0007	-0.0016
O	8.8148	1.2714	8.8074	0.0069	0.002	-0.0014
O	0.1905	10.2583	11.3403	0.0009	-0.0031	-0.0007
O	8.0779	8.9235	23.5388	0.0012	0.002	0.0021
O	8.7178	2.5016	23.4511	-0.0001	-0.0002	0
O	5.0723	6.111	23.8605	-0.0045	-0.0001	0.0071
O	2.5133	2.8162	23.3584	0.0005	0.0023	0.0036
O	10.3585	0.4058	23.567	0.0002	-0.0021	0.001
O	0.2699	5.3513	23.2009	-0.0022	-0.0017	0.006
O	2.9962	8.0444	23.3994	0.0019	0.0007	0.0074
O	5.9516	10.4697	23.3649	-0.002	0.0012	0.0049
Si	9.8356	1.6395	22.6345	-0.001	-0.0004	0.0061
Si	2.8677	7.6983	21.8204	-0.0005	-0.0063	-0.0077
Si	4.7526	10.0689	15.4236	0.0014	0.0018	-0.0052
Si	9.7219	-0.0182	17.6035	-0.0016	-0.0002	0.0012
Si	4.2536	0.291	12.6948	0.0013	-0.0014	-0.003
Si	4.6095	5.1605	11.6068	0.01	0.0029	0.0031
Si	7.5551	0.6203	9.6306	0.0084	-0.0054	-0.004
Si	1.743	2.8589	21.9368	0.0049	0.0035	-0.0089
Si	6.053	2.6171	19.2081	-0.0042	0.0016	0.0046
Si	6.0495	7.6373	18.3796	-0.0014	-0.0029	0.0091
Si	6.7073	3.4673	10.2069	-0.003	0.0071	0.008
Si	3.2359	12.5939	19.4771	0.0052	0.003	0.0056
Si	2.5595	6.8298	10.1339	0.0086	-0.0013	0.0102
Si	5.3786	15.0622	14.3222	0.0006	0.0011	-0.0032
Si	10.8363	-2.8497	17.5534	-0.0023	-0.0025	0.0025
Si	13.346	-1.7629	16.9181	0.0014	0.002	0.0076
Si	8.0051	11.3755	20.3319	-0.0048	0.0056	-0.0015
Si	2.8643	11.1636	9.9511	0.0034	0.0045	0.0014
Si	6.6503	7.2379	12.7062	-0.001	-0.0021	-0.0018
Si	9.7227	6.0338	19.4777	-0.0041	-0.0008	0.0029
Si	-4.0622	-1.5485	22.542	0.0015	0.0004	0.0024
Si	6.0031	6.5597	15.6316	-0.0018	-0.006	-0.0042
Si	12.3844	12.1552	16.834	0.0047	-0.0013	0.0005
Si	7.2129	10.3484	12.3372	-0.0055	-0.0046	-0.0003
Si	10.9837	5.2371	9.5245	0.0016	-0.0015	0.0018
Si	5.3775	6.5514	22.3344	-0.002	-0.0083	-0.0055
Si	6.9032	5.4389	20.221	-0.0007	-0.0012	-0.0012
Si	1.935	2.0046	13.8202	-0.0038	-0.0051	-0.0047
Si	5.737	1.7817	16.1631	0.0002	0.0038	0.0043
Si	0.886	9.1518	10.3479	0.0013	0.0041	0.0109
Si	0.5943	0.8692	11.6629	-0.0008	0	-0.0022
Si	-2.8579	4.6312	12.7964	0.0014	0.0025	0.0035
Si	0.8187	5.5339	21.6635	0.0079	-0.0024	-0.0065
Si	3.8623	-1.4012	19.5562	0.0003	0.0026	-0.0019
Si	19.437	6.6849	17.1193	-0.0028	-0.0048	0.0002
Si	7.657	10.735	15.2215	0.002	0.0016	-0.0058
Si	-0.1405	3.5846	12.251	-0.0023	-0.0085	0.0047
O	10.6575	7.2904	18.9826	0.0008	0.0013	-0.0046
O	1.7804	1.3001	10.5963	0.0056	-0.0053	-0.0037
O	18.4793	6.0866	15.9689	-0.0011	0.0016	0.0014
O	1.7833	13.0204	15.4604	-0.0008	0.0001	0.0042
O	8.8735	10.5121	16.2626	0.0006	0.0002	0.0001
O	0.166	2.5487	22.1968	-0.0075	0.0002	0.0014
O	1.8971	8.0412	11.0346	-0.0024	-0.0049	-0.002
O	-5.7072	4.0886	10.5399	-0.0016	-0.0024	0.0001
O	6.712	1.3883	20.0516	0.0024	-0.0035	0.0012
O	12.2533	-2.9622	16.7432	-0.0023	0.0009	0.0012
O	5.3949	7.3137	16.9275	0.0004	0	-0.0042
O	-0.496	13.0384	11.5967	0.0019	-0.0023	0.0019
O	6.0369	7.3697	14.2168	0.0003	0	0.0053
O	1.0465	11.6965	13.239	0.0006	0.0007	-0.0004
O	7.1184	12.2549	15.4345	-0.0003	-0.0022	0.002
O	5.5677	6.4814	11.7434	-0.0025	-0.0024	0.0013
O	4.1416	10.1593	13.916	-0.0012	-0.0006	0.0034
O	9.1395	1.1155	21.2716	0.0047	0.0027	0.0047
O	-0.3149	9.6319	17.9934	0.0026	-0.0019	-0.0019
O	5.8717	6.3296	19.3238	-0.0022	0.0025	-0.002
O	6.1494	2.4081	17.593	0.0008	-0.0006	-0.0037
O	-0.2811	5.1982	20.4994	0.0018	0.0004	0.0028
O	7.6604	7.7868	18.0548	-0.0016	0.0008	-0.0024
O	7.2879	4.0112	8.7899	0.0029	0.0007	-0.0056
O	16.8274	0.3924	12.4787	-0.0013	0.0017	0.0034
O	1.9443	4.3876	21.4109	-0.0028	-0.0018	0.0033
O	9.1236	5.4554	18.0406	0.0038	0.0011	0.0014
O	1.3127	6.2322	9.2886	-0.0062	0.0004	-0.007
O	-2.7891	-0.4106	13.6753	-0.0014	0.0002	0.0023
O	9.7384	7.5198	16.4822	0.0024	0.0013	0.0007
O	6.5666	1.8472	10.0575	-0.0065	-0.0037	0.0011
O	7.9975	6.2811	12.7037	-0.0002	0.0011	0.0019
O	-4.0196	3.9383	19.6061	0.0025	-0.0012	-0.0011
O	10.7774	1.2145	17.2656	-0.0002	0.0003	-0.0006
O	3.988	11.1491	19.5698	-0.0004	-0.0036	-0.0013
O	5.3174	8.9149	19.0861	-0.0031	0.0002	-0.0002
O	8.0515	-0.1133	11.016	-0.0017	0.0035	-0.0063
O	15.3901	2.7568	19.5375	-0.0014	-0.0015	-0.0028
O	6.895	-2.1922	12.1446	0.0016	0.0031	0.0032
O	5.0585	5.274	15.4218	0.0029	0.0028	0.0011
O	-0.4218	8.4389	9.6637	-0.0875	0.0342	0.0317
O	3.6588	-0.318	11.2925	-0.0028	0	0.0009
O	6.3401	5.39	21.739	-0.0014	0.0013	0.0038
O	1.2504	3.3704	13.1407	-0.0002	0.0017	-0.0011
O	7.4551	-0.8887	21.1515	-0.0031	-0.0057	0.0057
O	3.9779	6.5511	21.5094	0.002	0.0008	0.0031
O	15.941	2.7871	15.1343	-0.0011	0.0001	0.001
O	6.9528	4.1244	13.8694	0.0006	0	0.0019
O	13.6593	9.1046	18.5031	0.0003	-0.0004	0.0006
O	3.4506	12.5941	13.1987	-0.0007	0.0011	0.0028
O	6.0228	8.0482	22.1857	0.0007	0.0053	-0.0013
O	4.6805	-10.4089	16.2966	0.002	-0.002	-0.002
O	3.2767	9.0374	20.99	-0.0019	-0.0011	0.0021
O	7.7597	3.9265	11.3573	-0.002	-0.0034	-0.0043
O	17.3067	-1.2155	15.4755	-0.0029	-0.0008	0.0025
O	2.3328	1.7806	18.1041	-0.004	0.0001	-0.0016
O	3.1562	5.683	11.1192	-0.0067	0.0041	-0.004
O	4.4283	4.3825	13.0292	-0.0014	0	-0.0009
O	-0.0498	4.7357	11.0772	-0.0002	0.008	-0.0064
O	12.7665	-0.3179	16.4591	-0.0021	-0.0004	-0.0006
O	8.3439	6.2075	20.345	0.0029	0.0019	-0.0011
O	1.4108	7.0505	21.4646	-0.0053	0.0003	0.0018
O	8.7056	11.1596	18.862	0.0005	0.0001	0.0012
O	25.643	-1.9801	16.0683	-0.0006	-0.0007	-0.0004
O	2.3032	1.8371	20.8013	-0.0032	-0.0006	0.0026
O	-1.3649	4.1145	13.2183	-0.0008	0.0003	0.0005
H	-1.2671	8.8445	9.9289	0.0931	-0.0322	-0.0325

Results
free energy: -135566.456 eV
free energy less fixed offsets of H -15.97, N -385.13, O -568.88, Si -635.61 eV per atom: 1.094 eV

The program warned: the cutoff lies below the one the program advises for these potential files; the forces do not sum to zero within the program's tolerance; the exchange-correlation potential is rough where the density is thin.
